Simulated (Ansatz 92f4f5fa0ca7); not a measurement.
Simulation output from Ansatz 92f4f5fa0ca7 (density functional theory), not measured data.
Periodic cell of 236 atoms, Si145O89As2, from a study of silicon, its oxide and their interface. The atomic structure is a simulated model.

Settings
functional: PBE
potential files: Ansatz PAW
basis: plane waves
wave-function cutoff: 700 eV
density cutoff ratio: 5
exchange-correlation grid ratio: 1
k mesh: 2 x 2 x 1, shifted by 0.5 0.5 0.5 of a step
self-consistency stop: 5e-08 eV per atom in the density residual
occupations: fixed
spin: none
net charge: 0

Cell vectors (angstrom)
a, 11.6015, 0, 0
b, 0, 10.938, 0
c, 0, 0, 32.0622

Atoms: element, x, y, z (angstrom)
Si, -0.1773, -0.0598, 23.2845
Si, 3.6876, 0.1977, 23.0963
Si, 7.5805, -0.1467, 23.4575
Si, 1.7099, 1.3762, 23.415
Si, 5.7579, 1.3861, 23.2081
Si, 9.4634, 1.2304, 23.3913
Si, 0.1732, 5.3055, 23.4794
Si, 4.1433, 5.2921, 23.4142
Si, 8.0536, 5.6026, 23.5551
Si, 2.1731, 6.567, 23.3759
Si, 5.9913, 6.7605, 23.4904
Si, 10.03, 6.866, 23.6036
Si, 1.9197, 2.6603, 25.3846
Si, 5.846, 2.6448, 25.2678
Si, 9.6431, 2.6821, 25.2872
Si, 11.6112, 3.9961, 25.4
Si, 3.9097, 3.9654, 25.3354
Si, 7.7561, 4.0852, 25.3503
Si, 1.9866, 8.1484, 25.1896
Si, 5.7874, 8.1692, 25.3654
Si, 9.7255, 8.2637, 25.4326
Si, 11.6542, 9.5605, 25.2675
Si, 3.8777, 9.5866, 25.0716
Si, 7.705, 9.5165, 25.4184
Si, 11.6609, -0.0142, 27.2119
Si, 3.9102, -0.0595, 27.126
Si, 7.7675, -0.019, 27.2933
Si, 1.9959, 1.3075, 27.2797
Si, 5.8365, 1.3168, 27.2182
Si, 9.7055, 1.3251, 27.2238
Si, 11.6025, 5.4678, 27.2427
Si, 3.8545, 5.4198, 27.2214
Si, 7.7195, 5.4601, 27.2672
Si, 1.9463, 6.8241, 27.1782
Si, 5.7667, 6.797, 27.2733
Si, 9.6642, 6.8115, 27.2819
Si, 1.9501, 2.7201, 29.1733
Si, 5.798, 2.713, 29.1464
Si, 9.687, 2.7248, 29.1494
Si, 0.0189, 4.0953, 29.167
Si, 3.8698, 4.0864, 29.1715
Si, 7.7364, 4.0773, 29.1771
Si, 1.947, 8.1827, 29.1358
Si, 5.7946, 8.1921, 29.1767
Si, 9.6801, 8.202, 29.1858
Si, 0.0169, 9.5589, 29.1516
Si, 3.8746, 9.5636, 29.1255
Si, 7.7386, 9.5424, 29.196
Si, 0, 0, 31.0965
Si, 3.8672, 0, 31.0965
Si, 7.7343, 0, 31.0965
Si, 1.9336, 1.3673, 31.0965
Si, 5.8008, 1.3673, 31.0965
Si, 9.6679, 1.3673, 31.0965
Si, 0, 5.469, 31.0965
Si, 3.8672, 5.469, 31.0965
Si, 7.7343, 5.469, 31.0965
Si, 1.9336, 6.8362, 31.0965
Si, 5.8008, 6.8362, 31.0965
Si, 9.6679, 6.8362, 31.0965
Si, 1.9336, 2.7345, 0.9679
Si, 5.8008, 2.7345, 0.9679
Si, 9.6679, 2.7345, 0.9679
Si, 0, 4.1018, 0.9679
Si, 3.8672, 4.1018, 0.9679
Si, 7.7343, 4.1018, 0.9679
Si, 1.9336, 8.2035, 0.9679
Si, 5.8008, 8.2035, 0.9679
Si, 9.6679, 8.2035, 0.9679
Si, 0, 9.5708, 0.9679
Si, 3.8672, 9.5708, 0.9679
Si, 7.7343, 9.5708, 0.9679
Si, 11.5851, 0.0117, 2.8953
Si, 3.851, 0.0154, 2.9173
Si, 7.732, 0.009, 2.896
Si, 1.9196, 1.3694, 2.8783
Si, 5.8053, 1.3609, 2.8811
Si, 9.6452, 1.378, 2.9123
Si, 11.5431, 5.5081, 2.8578
Si, 3.8533, 5.4713, 2.9162
Si, 7.6892, 5.5002, 2.9069
Si, 1.9061, 6.8114, 2.8703
Si, 5.766, 6.8731, 2.9172
Si, 9.6128, 6.8659, 2.9261
Si, 1.8669, 2.7868, 4.7462
Si, 5.8174, 2.7295, 4.7955
Si, 9.5735, 2.797, 4.8189
Si, 11.5249, 4.1257, 4.7448
Si, 3.8812, 4.0669, 4.8384
Si, 7.702, 4.2118, 4.891
Si, 1.9004, 8.1531, 4.7957
Si, 5.7644, 8.3005, 4.8238
Si, 9.6079, 8.2354, 4.8824
Si, 11.5671, 9.5384, 4.7939
Si, 3.773, 9.5812, 4.8608
Si, 7.7101, 9.6576, 4.8757
Si, 11.4365, 0.1091, 6.5937
Si, 3.5801, 0.1415, 6.7084
Si, 7.6332, 0.0292, 6.8901
As, 1.7083, 1.6145, 6.7985
Si, 5.654, 1.3266, 6.7013
Si, 9.5666, 1.5013, 6.8012
Si, 11.5802, 5.4837, 6.6658
Si, 4.0112, 5.4183, 6.7952
Si, 7.7599, 5.6538, 6.8568
Si, 2.0135, 6.6527, 6.6399
Si, 5.832, 6.9666, 6.7512
Si, 9.7757, 6.9979, 6.9196
O, 10.0085, 7.9578, 8.2938
O, 7.6474, 9.8991, 8.1961
O, 7.4567, 4.7297, 8.2133
O, 3.2557, 10.4755, 8.2332
O, 2.0657, 7.5883, 8.0017
O, 4.1264, 4.6452, 8.2869
O, 9.8606, 2.419, 8.1761
O, 11.5489, 4.4995, 8.0009
O, 5.5961, 2.3578, 8.0168
O, 5.8061, 7.9364, 8.1176
O, 11.3255, 10.2779, 8.0523
O, 11.2767, 10.0905, 21.8091
O, 3.2486, 10.721, 21.5121
O, 5.8267, 7.7401, 22.1512
O, 4.2469, 4.4375, 21.9702
O, 7.7248, 9.6659, 22.2058
O, 10.3667, 7.6537, 22.1805
O, 1.6487, 2.4101, 22.1161
O, 5.9877, 2.4341, 21.917
O, 8.4529, 4.7079, 22.2121
O, -0.0605, 4.4444, 22.0569
O, 2.3458, 7.3109, 21.91
O, 9.1617, 1.9221, 21.9117
Si, 1.9329, 7.8266, 9.5821
Si, 5.1148, 0.5605, 17.6881
Si, 2.5829, 5.3872, 13.947
Si, 10.5324, 3.9241, 13.9954
Si, 8.3237, 2.3758, 15.3035
Si, 9.5783, 2.248, 20.3781
Si, 10.6358, 3.6115, 9.0055
Si, 0.0922, 2.3404, 11.5602
Si, 11.1574, 8.1465, 15.3972
Si, 5.2299, 6.9188, 14.0483
Si, 6.0795, 2.665, 11.2682
Si, 8.6025, 7.6694, 19.3883
Si, 8.1277, 4.8376, 20.6268
Si, 6.0235, 9.5754, 15.2035
Si, 2.133, 7.6276, 20.3335
Si, 1.944, 4.8841, 18.7741
Si, 4.5284, 3.4091, 18.0677
Si, 8.6144, 8.935, 16.8177
Si, 0.9619, 9.4948, 13.2804
Si, 10.013, 10.652, 11.7133
Si, 5.3725, 3.6852, 21.0457
Si, 0.6617, 5.4627, 16.2067
Si, 10.7975, 9.1599, 9.1042
Si, 6.6064, 8.8874, 21.2993
Si, 7.1882, 7.1554, 11.5185
Si, 2.779, 0.7911, 12.2463
Si, 10.9175, 8.6837, 21.0486
Si, 6.0453, 4.3142, 15.7196
Si, 7.2119, 0.4225, 13.0346
As, 4.0281, 2.8827, 8.7642
Si, 0.9465, 6.7629, 11.8827
Si, 6.5406, 9.0481, 9.069
Si, 0.6895, 3.2969, 21.1557
Si, 9.8514, 6.5986, 12.8892
Si, 7.9003, 4.5793, 9.7734
Si, 4.0304, 10.0532, 20.2267
Si, 4.4235, 3.0436, 13.5537
Si, 3.8339, 10.0915, 9.7148
Si, 8.1448, 0.7932, 18.0565
O, 11.4777, 3.3296, 12.8229
O, 9.5311, 4.5431, 9.7808
O, 8.832, 3.5979, 19.8654
O, 4.1295, -0.1256, 18.7948
O, 11.2927, 4.565, 15.2758
O, 9.8933, 9.8342, 10.2922
O, 3.9176, 1.5453, 13.1454
O, 0.755, 9.1018, 14.8489
O, 6.5529, 0.9798, 18.3643
O, 4.7602, 3.1121, 19.659
O, 6.4778, 1.1562, 11.7694
O, 0.5577, 8.6637, 9.8424
O, 5.7066, 4.2879, 17.3258
O, 8.532, 7.3668, 12.3915
O, 4.6957, 2.8699, 10.4136
O, 2.1479, 5.4253, 15.516
O, 3.4321, 0.1876, 10.8859
O, 5.9778, 7.144, 12.6084
O, 2.287, 6.3687, 19.3298
O, 0.6951, 4.8841, 17.7263
O, 8.5698, 10.6533, 12.4687
O, 5.447, 10.1299, 9.592
O, 0.6344, 8.2342, 20.2066
O, 9.7454, 2.6439, 14.5917
O, 2.1496, 10.5905, 13.216
O, 10.0884, 9.0818, 16.1654
O, 6.2165, 10.2684, 13.7306
O, 7.4883, 1.4561, 14.2632
O, 1.6522, 3.9477, 20.048
O, 5.9248, 5.7787, 15.0059
O, 7.4742, 8.9743, 15.6676
O, 1.5805, 1.7392, 11.7241
O, 7.1226, 8.3536, 10.4164
O, 4.3602, 1.9589, 17.3263
O, 7.367, 3.1966, 10.4398
O, 11.7543, 7.0018, 16.3757
O, 8.3841, 10.1623, 17.8219
O, 3.2576, 8.6195, 10.0954
O, 7.576, 3.8015, 15.5334
O, 3.1863, 4.2907, 17.9324
O, 3.085, 3.9402, 13.4339
O, 1.4528, 8.2064, 12.4334
O, 1.2774, 5.6864, 13.0385
O, 5.0763, 8.2857, 14.9257
O, 11.1997, 2.3904, 20.3508
O, 11.1328, 9.9981, 12.6911
O, 5.6872, 3.5191, 12.6146
O, 5.0006, 3.2364, 15.0582
O, 6.4975, 4.7773, 20.5561
O, 8.5653, 1.6411, 16.7329
O, 10.4862, 1.2499, 11.4558
O, 10.9372, 6.6675, 11.6663
O, 3.3045, 8.6505, 19.8743
O, 1.7551, 6.4709, 10.488
O, 7.1887, 8.2249, 19.9511
O, 8.5452, 7.5931, 17.7557
O, 3.7188, 6.4931, 13.6622
O, 9.5474, 5.0535, 13.3272
O, 5.5474, 9.9945, 20.8032
O, 10.4152, 7.412, 14.1615
O, 8.7769, 6.1619, 19.9603
O, 7.2758, 5.7675, 10.6803
O, 5.3703, 10.5547, 16.358
O, 9.0841, 1.1152, 19.3365
O, 11.6899, 3.0959, 10.1221
O, 9.766, 8.6973, 19.8972

Results
free energy: -152522.685 eV
free energy less fixed offsets of As -4857.07, O -569.03, Si -635.61 eV per atom: -1.425 eV

Forces (eV/angstrom), in the order of the atoms: element, x, y, z
Si, 0.0059, -0.0349, -0.017
Si, -0.0389, -0.055, -0.0028
Si, 0.0546, -0.0465, -0.0595
Si, -0.0491, 0.0395, -0.0267
Si, 0.0809, 0.0663, 0.0107
Si, -0.0291, 0.0387, -0.0353
Si, -0.0771, -0.0225, -0.0369
Si, -0.0034, -0.0121, -0.0658
Si, 0.0378, -0.0684, 0.0062
Si, -0.0119, 0.0614, 0.0076
Si, -0.0788, 0.0329, -0.0306
Si, 0.04, 0.0143, -0.0712
Si, 0.0148, -0.0557, -0.0071
Si, 0.0433, -0.0697, -0.0197
Si, 0.0129, -0.0864, -0.0212
Si, 0.0121, 0.0656, -0.0107
Si, 0.0016, 0.0662, 0.0189
Si, -0.0165, 0.0889, -0.0094
Si, 0.0046, -0.0948, 0.0102
Si, -0.0212, -0.0743, -0.0063
Si, 0.0052, -0.0549, -0.002
Si, 0.0434, 0.0715, -0.0149
Si, 0.0138, 0.0991, -0.0031
Si, -0.0047, 0.0547, -0.0125
Si, -0.0143, -0.0494, 0.0042
Si, -0.023, -0.0445, 0.0091
Si, -0.0151, -0.0324, -0.0019
Si, -0.006, 0.0475, 0.005
Si, -0.0184, 0.0432, 0.0174
Si, -0.0211, 0.0356, 0.0133
Si, 0.0166, -0.0474, 0.0077
Si, 0.0042, -0.042, -0.0045
Si, 0.0152, -0.044, 0.0055
Si, 0.0255, 0.0506, 0.0108
Si, 0.0018, 0.0467, 0.0019
Si, 0.0003, 0.0325, -0.0035
Si, 0.0012, -0.032, -0.0015
Si, 0, -0.0295, 0.004
Si, 0.0005, -0.0261, 0.0027
Si, 0.0011, 0.0302, 0.0109
Si, 0.0008, 0.0311, 0.006
Si, 0.0004, 0.0245, 0.0042
Si, 0.0047, -0.0268, 0.0126
Si, -0.0058, -0.0235, 0.0007
Si, 0.0029, -0.0239, -0.0025
Si, 0.002, 0.0309, 0.0128
Si, 0.0008, 0.035, 0.0145
Si, 0.0025, 0.0264, 0.0013
Si, 0.0395, -0.0715, -0.0906
Si, -0.0158, -0.0275, -0.2134
Si, -0.0333, -0.0052, 0.1217
Si, -0.0062, -0.0046, 0.084
Si, -0.012, -0.0096, -0.0556
Si, 0.0114, -0.0222, -0.0595
Si, 0.0182, -0.0836, 0.0125
Si, 0.0156, -0.0125, 0.0256
Si, -0.0067, -0.0615, 0.035
Si, 0.0133, 0.0239, -0.1251
Si, -0.0287, -0.0599, 0.121
Si, 0.0411, -0.099, 0.1462
Si, -0.011, 0.0297, -0.1119
Si, -0.0164, 0.0052, -0.1246
Si, 0.0144, 0.028, 0.0446
Si, -0.0854, 0.0476, -0.1434
Si, 0.0263, 0.0375, 0.0861
Si, -0.0619, 0.109, 0.1466
Si, 0.0129, 0.0185, -0.088
Si, -0.0476, 0.028, -0.0179
Si, -0.0842, 0.0503, 0.095
Si, -0.0576, 0.0443, -0.033
Si, 0.0113, 0.0223, 0.0854
Si, 0.033, 0.0154, 0.0228
Si, 0.0038, -0.0538, -0.02
Si, -0.0084, -0.0598, -0.0252
Si, -0.0067, -0.0515, -0.0026
Si, -0.0143, 0.0408, -0.0107
Si, 0.0093, 0.047, -0.0139
Si, -0.0214, 0.0486, -0.0117
Si, -0.0034, -0.0495, -0.0047
Si, 0.03, -0.0465, -0.0013
Si, 0.0135, -0.059, 0.0034
Si, 0.0172, 0.0443, -0.011
Si, 0.0001, 0.0355, -0.0072
Si, 0.0053, 0.0356, 0.0075
Si, 0.0049, -0.0517, 0.0136
Si, 0.0528, -0.063, 0.0014
Si, -0.0271, -0.0755, -0.0003
Si, 0.002, 0.0747, 0.014
Si, -0.0273, 0.072, 0.0038
Si, -0.0147, 0.0821, -0.0042
Si, 0.0187, -0.0658, 0.039
Si, -0.0147, -0.0658, -0.0273
Si, 0.0149, -0.0544, -0.0285
Si, -0.0058, 0.0929, 0.016
Si, -0.0131, 0.068, 0.032
Si, 0.0324, 0.0489, 0.0038
Si, 0.0881, -0.0424, 0.0455
Si, -0.0427, -0.0431, 0.0038
Si, 0.072, -0.0563, 0.0114
As, -0.0371, -0.022, -0.0551
Si, -0.007, 0.0679, 0.0412
Si, 0.0505, 0.068, 0.0621
Si, -0.024, -0.0293, 0.0633
Si, 0.0676, -0.0336, 0.0731
Si, -0.0457, -0.0937, -0.0051
Si, -0.0395, 0.0803, 0.0071
Si, -0.0914, 0.0408, 0.0657
Si, 0.026, 0.0453, 0.0485
O, -0.0155, 0.0008, -0.0325
O, -0.0145, 0.0021, -0.0368
O, 0.0466, 0.0037, -0.0045
O, 0.0302, -0.0329, 0.0158
O, 0.0088, 0.0033, -0.0049
O, -0.0068, 0.0079, -0.0678
O, -0.0406, 0.0443, 0.0012
O, -0.012, -0.0177, -0.0113
O, -0.0342, 0.0084, -0.0069
O, 0.027, 0.0155, -0.019
O, -0.0121, -0.0318, -0.0017
O, 0.0048, -0.0112, 0.033
O, 0.0544, -0.0265, -0.002
O, 0.0432, 0.0247, 0.0143
O, 0.0273, -0.0292, 0.0057
O, -0.0432, -0.0053, 0.0148
O, -0.0114, 0.0376, 0.0025
O, -0.0188, 0.0181, 0.0047
O, -0.0332, 0.0047, 0.0234
O, -0.0313, -0.003, -0.0069
O, 0.0404, -0.0252, 0.0141
O, -0.0248, 0.0082, 0.0065
O, 0.0382, 0.0134, -0.006
Si, 0.0093, 0.0043, -0.0028
Si, -0.0035, 0, -0.0039
Si, 0.0059, -0.0129, 0.0087
Si, 0.0001, -0.006, 0.001
Si, 0.0078, -0.0026, -0.0034
Si, 0.0041, 0.0011, -0.0025
Si, 0.0025, 0.0103, 0.0016
Si, 0.0076, 0.0014, 0.0003
Si, 0.0045, 0.0016, 0.0035
Si, -0.0036, 0.0035, -0.0003
Si, -0.0082, 0.0031, 0.0182
Si, -0.0039, -0.0008, -0.0076
Si, -0.0017, -0.0016, 0.0051
Si, -0.0017, 0, -0.0077
Si, 0.01, 0.006, -0.0067
Si, -0.0023, -0.0012, -0.0028
Si, 0.0028, -0.0043, -0.0063
Si, 0.0042, -0.0052, -0.0078
Si, 0.0095, 0.0019, 0.0039
Si, -0.005, 0.0016, 0.0026
Si, -0.004, 0.0221, -0.0022
Si, 0.0024, 0.0023, -0.0034
Si, 0.0161, 0.0161, 0.0058
Si, -0.0101, 0.0069, 0.0002
Si, -0.0019, 0.0044, 0.0066
Si, 0.007, -0.0019, -0.0041
Si, -0.011, -0.0131, -0.007
Si, -0.0002, -0.0041, -0.001
Si, -0.0015, -0.0049, -0.0018
As, 0.0053, 0.0153, 0.0283
Si, 0.0093, 0.0016, -0.0065
Si, -0.0143, 0.0124, 0.0221
Si, 0.005, -0.0144, 0.0034
Si, 0.0019, -0.0021, -0.0024
Si, 0.0138, -0.0091, 0.0202
Si, 0.0112, 0.001, 0.0005
Si, -0.0001, 0.0041, 0.0026
Si, -0.005, 0.0009, -0.0001
Si, 0.0006, -0.001, 0.0006
O, -0.0124, -0.0018, -0.0074
O, -0.009, -0.0153, -0.0205
O, -0.0013, -0.004, 0.0171
O, 0.0213, 0.0006, -0.0027
O, 0.0092, 0.0188, 0.0033
O, 0.0164, 0.0041, 0.0042
O, -0.0041, 0.0142, -0.0116
O, -0.0208, -0.0163, -0.0174
O, 0.001, -0.0105, -0.0231
O, 0.0008, 0.0099, 0.0027
O, 0.0142, 0.0067, 0.0149
O, -0.0005, -0.0088, -0.0139
O, -0.0115, -0.0181, -0.0141
O, -0.0029, -0.0189, -0.0129
O, 0.0382, -0.0086, -0.0021
O, -0.0229, -0.0012, -0.0408
O, -0.0028, -0.0181, 0.007
O, 0.0106, -0.0041, 0.0049
O, -0.0131, -0.0133, 0.0059
O, 0.0249, 0.0051, 0.0017
O, 0.0053, 0.0138, 0.0005
O, 0.0057, -0.0283, -0.0107
O, 0.0144, -0.0016, 0.0181
O, -0.0176, 0.016, 0.0092
O, -0.0133, 0.0011, -0.0182
O, -0.0143, -0.0267, 0.0007
O, 0.0123, 0.0019, 0.0118
O, 0.0089, 0.0088, -0.0006
O, -0.0057, 0.0174, -0.0091
O, -0.0149, -0.0063, -0.0077
O, 0.0013, 0.0127, 0.0167
O, -0.0033, -0.0041, 0.0161
O, 0.0008, -0.0147, -0.0181
O, 0.0203, 0.0163, 0.0146
O, -0.0193, 0.0151, -0.0127
O, 0.0028, -0.0084, -0.0333
O, -0.0046, 0.0023, -0.0217
O, -0.0077, 0.0082, -0.0161
O, -0.0122, -0.0216, -0.0017
O, 0.0043, -0.0055, 0.0271
O, 0.0211, 0.0328, 0.0179
O, -0.0254, -0.008, 0.0096
O, 0.0201, 0.0172, 0.0071
O, 0.0244, -0.0058, -0.0058
O, -0.0063, 0.0193, 0.0176
O, 0.007, -0.0012, -0.0073
O, -0.0114, -0.025, 0.0031
O, 0.0169, 0.0221, -0.0081
O, 0.0045, -0.0248, 0.0025
O, -0.0155, -0.0029, 0.0002
O, 0.0078, -0.0108, 0.0087
O, -0.0014, -0.003, 0.0283
O, -0.015, -0.0022, 0.0163
O, -0.0087, 0.0231, 0.0135
O, 0.023, -0.0016, 0.008
O, 0.0044, 0.0269, 0.0115
O, -0.0108, -0.0322, 0.0153
O, 0.0247, 0.0115, 0.0042
O, 0.0029, -0.026, -0.0153
O, 0.0163, -0.0068, 0.0062
O, -0.0035, 0.0098, 0.0059
O, 0.011, 0.0128, -0.0069
O, 0.0114, -0.0008, 0.0088
O, 0.0018, 0.0189, 0.0051
O, -0.0183, -0.0023, -0.0031
O, -0.015, -0.019, 0.0056

The program warned: the cutoff lies below the one the program advises for these potential files; the forces do not sum to zero within the program's tolerance; the exchange-correlation potential is rough where the density is thin.
